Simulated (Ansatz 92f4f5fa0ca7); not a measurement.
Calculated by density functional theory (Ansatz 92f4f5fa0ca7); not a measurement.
Periodic cell of 178 atoms, Si99O79, from a study of silicon, its oxide and their interface. The atomic structure is a simulated model.

Settings
functional: r2SCAN
potential files: Ansatz norm-conserving
basis: plane waves
wave-function cutoff: 1300 eV
density cutoff ratio: 4
exchange-correlation grid ratio: 1
k mesh: 2 x 2 x 1, shifted by 0.5 0.5 0.5 of a step
self-consistency stop: 5e-08 eV per atom in the density residual
occupations: Fermi-Dirac, 0.05 eV
spin: none
net charge: 0

Cell vectors (angstrom)
a	11.5403	0	0
b	0	11.5403	0
c	-2.0607	4.9776	24.922

Atoms: element, x, y, z (angstrom)
Si	1.6075	-0.6061	1.4852
Si	-1.5508	4.3056	1.1769
Si	-0.0193	6.2916	-2.9448
Si	3.1405	0.0784	-1.3409
Si	4.4102	3.1388	0.5427
Si	3.9902	6.0324	1.2043
Si	8.3476	-1.3244	0.6518
Si	8.1292	3.5381	-0.0108
Si	8.3103	7.8546	0.826
Si	2.0613	7.4865	1.3277
Si	2.5266	2.875	1.8635
Si	1.8526	7.9934	-1.5843
Si	6.2258	-0.448	1.455
Si	6.4462	3.3084	1.6724
Si	6.1251	7.103	1.7513
Si	10.6167	-0.7513	1.65
Si	11.1087	2.3346	1.0398
Si	10.4178	7.2871	2.0017
Si	2.5136	0.9707	3.1288
Si	2.7105	4.9451	3.0188
Si	2.3756	9.1407	3.0281
Si	6.488	1.3061	2.9456
Si	6.3935	5.2259	3.1436
Si	6.0489	9.1491	2.9246
Si	10.3917	1.1554	2.9634
Si	10.3097	5.3465	3.2064
Si	10.3302	9.1563	3.3256
Si	0.6077	1.3004	4.4436
Si	0.7987	5.1246	4.4952
Si	0.6879	8.9724	4.6844
Si	4.5462	1.1659	4.3635
Si	4.4465	5.1167	4.5921
Si	4.282	9.0956	4.4593
Si	8.4116	1.2712	4.2455
Si	8.3561	5.2972	4.4209
Si	8.1513	9.118	4.148
Si	0.5287	-0.5292	5.8513
Si	0.6768	3.1516	5.8764
Si	0.827	6.9709	6.0277
Si	4.4271	-0.6052	5.9497
Si	4.4103	3.0462	5.7983
Si	4.3794	7.2125	5.9166
Si	8.1925	-0.6489	5.6725
Si	8.4338	3.2394	5.4962
Si	8.3812	7.3303	5.6462
Si	2.4138	-0.1846	7.148
Si	2.5381	2.3636	7.1851
Si	2.679	7.3229	7.6633
Si	6.4487	-0.5734	7.3073
Si	6.5153	3.1414	6.8022
Si	6.4732	7.2864	7.0066
Si	10.0556	-0.6068	7.0749
Si	10.1606	3.2916	7.0547
Si	10.2702	7.2168	7.115
Si	2.5583	2.9904	9.4642
Si	3.5593	5.9395	9.5794
Si	2.7918	9.8854	10.6644
Si	6.9555	1.4839	8.4269
Si	5.871	5.0697	9.7685
Si	6.8713	8.9747	8.6591
Si	9.4257	1.3702	8.233
Si	9.377	5.2698	8.1236
Si	10.6999	9.1421	8.4961
Si	1.5065	0.6078	12.4277
Si	3.6782	7.24	11.5663
Si	1.7241	9.4966	8.5831
Si	5.559	2.7667	10.0937
Si	7.0171	5.1882	7.7859
Si	5.7023	9.2721	10.7054
Si	11.32	1.779	10.6599
Si	8.6954	5.8461	11.0098
Si	8.8746	8.8482	10.0898
Si	4.994	2.8413	14.9718
Si	6.526	9.9177	14.9887
Si	7.277	10.4337	12.0651
Si	6.0144	2.6454	17.9853
Si	-1.6771	3.5988	12.6068
Si	3.9829	10.1929	16.1982
Si	12.5895	3.0744	13.938
Si	10.2221	2.3913	21.0197
Si	2.2289	5.9054	19.0615
Si	7.6885	8.7664	18.8914
Si	7.4384	7.0884	23.6263
Si	2.464	0.9102	15.0814
Si	6.4683	11.1161	17.5435
Si	0.0396	6.399	20.9776
Si	4.0928	3.6943	20.3371
Si	2.9993	5.9205	24.5715
Si	8.7325	3.9522	18.9673
Si	1.5019	2.5986	21.5278
Si	5.4957	4.9922	22.8646
Si	-0.3653	4.9282	18.4532
Si	7.095	10.9031	23.772
Si	-2.3498	8.4048	21.4144
Si	6.5415	7.2918	16.7442
Si	9.0156	6.5632	17.8075
Si	3.1932	5.3058	14.1337
Si	7.0702	2.0445	12.77
Si	3.5814	7.115	16.5533
O	12.7148	2.663	0.8561
O	0.4537	7.1445	1.3951
O	2.199	-0.3528	-0.0673
O	0.9588	6.6422	-1.6737
O	2.2089	8.369	-0.0725
O	2.5325	4.596	9.7596
O	3.9456	2.3141	10.091
O	1.2012	2.2159	9.9793
O	-0.0003	0.6292	11.8187
O	4.3705	10.1597	10.3177
O	10.3087	1.115	9.6105
O	9.5974	5.2661	9.7716
O	5.1875	7.9229	11.5305
O	3.5226	6.2476	12.8508
O	8.389	6.3429	24.7689
O	-1.6115	9.8395	21.4303
O	-1.2368	5.3879	-0.088
O	0.2306	2.605	20.4582
O	2.9425	6.8805	18.0129
O	3.5837	-1.1418	-2.3353
O	6.3077	12.6094	18.0801
O	4.1891	4.7978	0.0464
O	7.9664	4.7939	-1.1482
O	8.4736	7.3407	-0.7476
O	-0.5511	3.404	13.7938
O	1.8068	4.4913	13.9216
O	6.6924	6.0806	22.5819
O	1.4136	6.8091	20.1705
O	2.8565	6.2499	15.4057
O	8.5749	7.9688	22.8366
O	1.344	2.1224	15.2693
O	2.3682	-0.2536	11.375
O	7.0937	5.5321	10.8767
O	1.8501	-0.0344	13.8805
O	1.7338	2.233	12.6892
O	6.1306	2.6796	11.623
O	-2.987	2.6963	12.9301
O	7.2425	12.0422	12.315
O	8.1917	-1.0262	-0.9838
O	3.3474	5.0285	19.8143
O	9.3503	5.1304	12.349
O	2.6397	8.5418	11.6266
O	8.6437	10.0389	11.2284
O	8.9147	7.4705	11.0105
O	6.6911	8.4526	15.6441
O	9.0328	8.156	18.1764
O	7.4282	10.3351	18.6023
O	7.2985	9.8464	13.588
O	6.313	2.3284	14.1788
O	7.1297	11.0262	16.045
O	3.8677	1.6798	14.785
O	5.0812	4.1334	21.5446
O	2.8051	11.338	16.2276
O	2.945	2.5994	20.7853
O	7.8856	6.3566	16.624
O	-0.9351	3.0895	11.2652
O	7.4462	3.3572	18.2168
O	6.4584	7.898	18.2676
O	5.3852	3.0302	16.5391
O	10.1524	3.6804	18.1434
O	4.4159	4.2528	14.3963
O	3.2461	7.8501	-2.4559
O	4.9811	10.4377	17.4685
O	3.3776	8.6998	16.2732
O	-3.6665	8.4913	20.4623
O	10.5684	6.1532	17.5232
O	9.004	3.2886	20.4296
O	0.9207	9.1761	-2.2787
O	-1.1538	7.4657	20.8965
O	5.1226	6.5658	16.5189
O	-1.5932	6.2166	-2.5496
O	4.9604	3.0439	19.143
O	0.2585	7.4021	-4.1091
O	1.2387	4.8853	18.209
O	-0.5029	5.1577	20.0787
O	8.5054	5.5753	19.0284
O	4.9209	10.2771	14.8425
O	4.206	5.8271	23.4127
O	2.3583	1.1005	-2.3707

Results
free energy: -48307.291 eV
free energy less fixed offsets of O -463.61, Si -117.95 eV per atom: -5.051 eV
pressure: -2.18 GPa
stress xx, yy, zz, yz, xz, xy (GPa, positive in tension): 3.95, 1.19, 1.39, 0.04, -0.02, -0.04

Forces (eV/angstrom), in the order of the atoms: element, x, y, z
Si	0.3358	-0.0266	-0.2106
Si	0.2917	-0.0715	-0.6194
Si	0.4344	0.1824	-0.0837
Si	-0.256	-0.3765	-0.1579
Si	0.5006	1.0257	0.2667
Si	-1.2408	-0.1802	-0.856
Si	0.0352	0.6319	-0.8103
Si	-0.3781	0.361	-0.1278
Si	0.1072	-0.6687	-0.5403
Si	0.3612	0.3789	-0.5162
Si	-0.5861	-0.1866	-0.4132
Si	0.0032	-0.0629	0.131
Si	0.2668	0.0285	0.2405
Si	-0.4181	0.0509	0.2978
Si	0.0568	-0.0748	0.3098
Si	0.0226	-0.3992	0.6846
Si	-0.0397	0.5194	0.2552
Si	0.5926	0.1024	0.1867
Si	-0.1297	0.2034	-0.2435
Si	0.2499	-0.1039	0.4152
Si	-0.2754	-0.3325	-0.3492
Si	-0.1722	0.1929	0.2148
Si	0.2929	-0.065	0.266
Si	-0.0161	-0.0969	0.0412
Si	0.0408	0.131	-0.3032
Si	0.0066	-0.2156	0.2148
Si	0.3596	-0.0358	-0.5138
Si	-0.1302	-0.2626	-0.0418
Si	0.0487	0.181	-0.1954
Si	-0.0751	0.1541	0.1002
Si	0.1129	0.0496	-0.0074
Si	0.0326	-0.3607	0.3195
Si	0.0924	0.1207	0.1089
Si	0.1479	0.0389	-0.0439
Si	-0.1486	0.0606	-0.0064
Si	-0.1719	0.0538	0.1608
Si	0.0203	0.1088	-0.1666
Si	0.2015	-0.0671	0.0323
Si	-0.0817	0.0316	0.1127
Si	0.134	-0.055	0.0482
Si	-0.1032	0.07	0.0156
Si	-0.0588	-0.1277	-0.1349
Si	0.0511	0.1993	-0.1321
Si	-0.214	-0.0947	-0.17
Si	-0.1726	-0.1121	-0.1904
Si	0.0224	0.3355	0.0013
Si	0.1016	0.0704	0.1027
Si	-0.1108	0.2694	-0.4285
Si	-0.0765	-0.1387	-0.0472
Si	0.0943	-0.2853	0.0249
Si	0.2448	0.1285	-0.0148
Si	0.1113	0.0179	-0.0753
Si	-0.2022	-0.0248	0.2042
Si	-0.0168	0.1346	-0.15
Si	0.0669	-0.7299	-0.4957
Si	-0.5182	-0.3861	0.2884
Si	-0.279	0.1919	-0.0889
Si	-0.0782	0.3452	0.1955
Si	1.0655	0.1302	0.0071
Si	0.0077	-0.1122	-0.0085
Si	0.3205	-0.1326	0.4371
Si	0.1921	-0.2574	0.5333
Si	0.0335	0.0056	0.2556
Si	0.0907	-0.0689	0.2114
Si	-0.2649	0.1853	0.2842
Si	0.0877	-0.2244	0.14
Si	-0.1828	-0.6677	0.4393
Si	-0.2197	0.0274	0.1409
Si	-0.4416	0.1613	0.0326
Si	-0.2951	0.0449	0.095
Si	0.3298	-0.06	0.1596
Si	0.4856	0.0928	0.2342
Si	-0.0207	-0.1594	0.0545
Si	-0.0228	0.0788	0.0976
Si	0.3921	0.2823	0.1618
Si	-0.0949	0.0083	-0.0049
Si	0.0341	-0.1279	0.3215
Si	-0.2561	0.1491	0.13
Si	-0.1988	0.0901	0.1024
Si	-0.1116	-0.1134	-0.0459
Si	0.1004	-0.0829	-0.0328
Si	0.0443	0.1211	0.1947
Si	0.5908	-0.2654	-0.1186
Si	-0.0945	-0.0434	0.0837
Si	0.1033	0.0784	0.3156
Si	-0.0859	-0.0263	-0.0717
Si	-0.2147	-0.159	-0.1263
Si	0.3792	-0.4314	-0.7503
Si	-0.027	-0.2791	0.1036
Si	-0.0739	-0.2961	-0.0069
Si	0.1391	-0.2484	-0.2592
Si	0.2157	-0.0804	-0.0926
Si	0.4664	0.0598	-0.3879
Si	0.0639	0.2589	-0.2524
Si	-0.0252	-0.1325	0.0277
Si	0.1015	0.114	-0.0918
Si	-0.2753	-0.246	0.2198
Si	0.2908	0.1601	0.2026
Si	-0.0758	-0.0159	0.1207
O	0.2607	-0.2285	0.4838
O	-0.353	0.0299	-0.0478
O	-0.2203	-0.0341	0.511
O	-0.158	0.127	-0.252
O	-0.3514	0.0933	-0.01
O	0.4882	0.3275	0.0653
O	0.0944	0.5136	-0.1583
O	0.1387	0.2395	0.142
O	0.1027	0.1997	-0.2559
O	-0.1134	-0.4223	0.2008
O	-0.0688	0.1253	-0.1275
O	-0.5298	0.1043	-0.1492
O	-0.2045	0.0267	-0.2112
O	0.0975	0.1787	-0.157
O	0.0442	0.1346	-0.2535
O	-0.3605	-0.1357	0.1337
O	-0.4964	0.5795	-0.1347
O	-0.0688	0.1285	0.3361
O	0.0327	-0.0562	-0.1652
O	-0.0876	0.1308	-0.0361
O	0.0011	-0.0513	-0.1945
O	0.0237	-0.3518	0.4796
O	0.2446	-0.059	0.3944
O	0.214	-0.056	0.3383
O	0.0854	-0.0707	-0.3159
O	0.2988	-0.0211	0.0225
O	-0.1083	-0.134	0.1939
O	-0.1104	-0.3617	-0.0547
O	0.2323	0.0292	-0.0677
O	-0.3978	-0.1364	0.1714
O	0.2838	-0.055	-0.3454
O	0.016	-0.0749	0.0723
O	-0.3487	-0.0697	-0.086
O	0.0702	0.4126	-0.1018
O	-0.0699	-0.3253	0.0489
O	-0.0284	0.039	-0.1433
O	-0.1933	-0.0323	-0.2425
O	-0.0505	-0.1742	-0.0224
O	-0.1315	0.0609	0.2531
O	-0.0751	-0.0634	0.0669
O	-0.2537	0.1253	-0.4953
O	0.5227	-0.013	-0.1127
O	-0.1752	-0.1219	-0.1862
O	-0.2359	-0.1145	-0.2769
O	-0.0353	0.1393	0.0413
O	-0.3777	-0.2504	0.0167
O	-0.1781	-0.2327	-0.2533
O	-0.1165	0.0436	-0.0692
O	-0.1175	-0.0466	-0.1656
O	-0.3098	-0.3121	-0.0813
O	-0.0364	0.048	0.0516
O	0.015	0.2655	0.3011
O	0.2826	-0.0534	-0.2202
O	0.005	0.3309	0.0594
O	-0.0632	0.2956	0.3267
O	0.0404	-0.0863	-0.0203
O	0.0081	0.0107	0.0726
O	0.2842	0.0694	-0.2634
O	0.034	-0.0731	-0.0497
O	-0.0598	0.4719	0.2376
O	-0.1545	0.1076	-0.0174
O	-0.2625	0.3333	-0.026
O	0.1045	0.0457	-0.2855
O	0.2406	-0.0269	-0.0224
O	0.2054	-0.0285	-0.0875
O	-0.3186	-0.2196	0.323
O	0.1893	0.0888	-0.2333
O	0.1597	-0.2848	-0.2215
O	-0.0789	-0.0775	0.1127
O	-0.0037	0.2198	-0.0038
O	-0.1531	-0.2003	0.4288
O	0.0913	0.1018	0.0483
O	0.054	0.1285	0.3789
O	-0.2234	0.2456	0.2811
O	0.0565	0.1467	-0.1342
O	0.2572	-0.0441	-0.2633
O	0.2168	-0.1203	0.2332
O	0.0738	-0.0498	0.2848
O	0.0674	-0.0782	-0.0519
